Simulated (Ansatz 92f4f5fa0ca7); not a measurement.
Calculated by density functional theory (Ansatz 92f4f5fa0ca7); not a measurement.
Periodic cell of 227 atoms, Si134O92H1, from a study of silicon, its oxide and their interface. The atomic structure is a simulated model.
Doubt: the cutoff is low for norm-conserving oxygen, so forces and energies are approximate.
Doubt: the program's own warning below bears on the result.

Settings: functional HSE06; potential files SPMS norm-conserving; basis plane waves; wave-function cutoff 800 eV; density cutoff ratio 4; exchange-correlation grid ratio 1; k mesh 1 x 1 x 1, Gamma-centred; occupations fixed; spin none; net charge -1 e, with a uniform compensating background and no finite-size correction.

Cell vectors (angstrom)
a 10.938 0 0
b 0 10.938 0
c 0 0 32.3507

Atoms: element, x, y, z (angstrom)
Si 0.2262 -0.3597 24.9835
Si 5.5071 -0.3185 24.8127
Si 2.5756 2.8983 24.8561
Si 7.9966 3.1157 24.7008
Si 0.1745 5.0166 24.8183
Si 5.6625 5.3089 24.9555
Si 2.445 8.2539 25.0741
Si 7.8469 8.4441 24.7805
Si 1.389 1.3182 26.1793
Si 6.81 1.3648 25.9505
Si 4.0758 4.1033 26.2095
Si 9.5427 4.0162 26.2456
Si 1.2017 6.7001 26.2234
Si 6.8559 6.8497 26.2331
Si 4.0827 9.4685 26.2796
Si 9.4661 9.524 26.1818
Si 2.7569 -0.0093 27.5824
Si 8.1592 0.0533 27.4973
Si 0.0177 2.6767 27.5731
Si 5.4914 2.7055 27.5007
Si 2.7121 5.4692 27.574
Si 8.2381 5.4771 27.5773
Si -0.0699 8.1798 27.5657
Si 5.4857 8.1678 27.6166
Si 4.1018 1.3673 28.9324
Si 9.5708 1.3673 28.9324
Si 1.3673 4.1018 28.9324
Si 6.8362 4.1018 28.9324
Si 4.1018 6.8362 28.9324
Si 9.5708 6.8362 28.9324
Si 1.3673 9.5708 28.9324
Si 6.8362 9.5708 28.9324
Si 0 0 30.2997
Si 5.469 0 30.2997
Si 2.7345 2.7345 30.2997
Si 8.2035 2.7345 30.2997
Si 0 5.469 30.2997
Si 5.469 5.469 30.2997
Si 2.7345 8.2035 30.2997
Si 8.2035 8.2035 30.2997
Si 1.3673 1.3673 31.6669
Si 6.8362 1.3673 31.6669
Si 4.1018 4.1018 31.6669
Si 9.5708 4.1018 31.6669
Si 1.3673 6.8362 31.6669
Si 6.8362 6.8362 31.6669
Si 4.1018 9.5708 31.6669
Si 9.5708 9.5708 31.6669
Si 2.7345 0 0.6835
Si 8.2035 0 0.6835
Si 0 2.7345 0.6835
Si 5.469 2.7345 0.6835
Si 2.7345 5.469 0.6835
Si 8.2035 5.469 0.6835
Si 0 8.2035 0.6835
Si 5.469 8.2035 0.6835
Si 4.1018 1.3673 2.0507
Si 9.5708 1.3673 2.0507
Si 1.3673 4.1018 2.0507
Si 6.8362 4.1018 2.0507
Si 4.1018 6.8362 2.0507
Si 9.5708 6.8362 2.0507
Si 1.3673 9.5708 2.0507
Si 6.8362 9.5708 2.0507
Si 0 0 3.418
Si 5.469 0 3.418
Si 2.7345 2.7345 3.418
Si 8.2035 2.7345 3.418
Si 0 5.469 3.418
Si 5.469 5.469 3.418
Si 2.7345 8.2035 3.418
Si 8.2035 8.2035 3.418
Si 1.3829 1.3663 4.7019
Si 6.8531 1.3754 4.775
Si 4.0972 4.1202 4.7677
Si 9.5652 4.1438 4.7937
Si 1.346 6.8568 4.8673
Si 6.8259 6.8768 4.7675
Si 4.0975 9.5612 4.7876
Si 9.5973 9.5482 4.8437
Si 2.7373 0.0375 6.0864
Si 8.2331 0.0605 6.1641
Si 0.0782 2.7683 6.0422
Si 5.5489 2.8099 6.1062
Si 2.7431 5.4704 6.1949
Si 8.2762 5.6215 6.1528
Si 0.0371 8.2239 6.3731
Si 5.4494 8.2111 6.1828
Si 3.9239 1.6418 7.3043
Si 9.9131 1.2322 7.373
Si 1.6324 3.8122 7.4732
Si 6.7153 4.4426 7.381
Si 4.367 6.5565 7.5116
Si 9.2596 7.1779 7.7279
Si 1.2111 9.9405 7.5605
Si 7.0056 9.4487 7.4402
O 5.521 5.4453 7.9186
O 0.021 0.087 7.9449
O 2.8063 2.7196 7.8484
O 8.1507 8.3745 7.9098
O 1.395 9.4509 24.6614
O 6.7512 4.1725 24.4814
O 6.6782 9.54 24.3278
O 1.4189 3.9958 24.4388
O 6.3429 10.0261 8.8417
O 0.9969 4.1863 8.9558
O 1.9514 9.5695 8.9888
O 7.573 4.0473 8.7394
O 9.4785 6.7262 9.3326
O 4.5298 0.9713 8.6667
O 3.7498 7.0383 8.9584
O 9.5301 2.1507 8.6872
O 4.5845 0.088 23.4993
O 8.7714 3.1568 23.2117
O 10.3979 5.266 23.3499
O 5.1831 6.0762 23.5777
O 8.4264 7.802 23.3839
O 3.2828 2.3631 23.4579
O 2.9138 7.4545 23.7228
O 10.5996 0.0503 23.4855
Si -0.4233 9.1333 12.4068
Si 9.1076 2.6765 14.8186
Si 4.1456 12.0727 14.3913
Si -0.0032 11.5998 13.6943
Si 10.372 4.822 16.7306
Si 2.2 4.7849 15.0334
Si 11.1155 3.756 19.6409
Si 3.501 0.9643 22.6245
Si 2.0786 9.4987 10.6143
Si 0.1909 -3.0064 20.7796
Si 7.4744 2.5738 19.9184
Si 8.2027 2.7157 9.427
Si 4.6405 -0.414 11.8351
Si 8.7387 6.9656 10.8006
Si 1.3769 4.2808 10.5411
Si 5.0652 11.4009 20.0201
Si 11.4738 -0.2475 22.1235
Si 3.4085 6.7577 10.5347
Si 9.3823 4.4278 22.33
Si 3.5384 7.4855 15.5102
Si 4.8306 3.3603 16.0403
Si 9.3688 4.1183 11.9026
Si -0.7201 0.9854 19.4617
Si 15.7253 0.7774 17.1658
Si 6.4834 4.8499 17.8932
Si 0.9595 -1.7578 14.9694
Si 12.8157 2.6655 12.7533
Si 2.202 5.687 20.6457
Si 15.1798 6.6863 18.5573
Si 6.5226 -2.6052 14.6178
Si 5.5817 8.4007 20.6578
Si 8.3737 7.1234 16.941
Si 5.9796 7.6197 11.6997
Si 7.4695 0.1875 15.6252
Si 8.2994 7.1974 21.8618
Si 3.9708 6.7391 22.7293
Si 5.8931 0.5452 9.4225
Si 9.7834 -1.2124 17.2512
O 9.5366 7.7261 20.9601
O 6.0072 15.3929 16.3393
O 11.6223 -1.8282 21.7832
O 7.2595 14.5875 18.6169
O 5.6623 10.015 20.6483
O 8.8438 -0.2701 16.3231
O 7.0984 1.5711 9.1817
O 0.9623 -4.3746 21.216
O 6.6856 -3.3519 13.1677
O 12.6101 4.257 20.0944
O 0.512 -2.7008 19.2071
O 0.6196 9.6891 11.283
O -1.4639 8.151 11.6577
O 1.727 4.0298 13.6605
O 5.2546 9.0577 11.5628
O 3.2871 5.5332 21.8539
O 7.1713 7.3985 10.6018
O 4.3083 0.1088 18.5781
O -0.5572 10.6771 18.4221
O 2.043 0.288 22.4224
O -1.0747 10.5366 13.0153
O 4.7364 -0.0147 13.4031
O 7.5134 7.5544 15.6301
O 3.8169 0.4465 15.8545
O -2.21 -5.3344 11.7022
O 4.7347 13.3367 17.3548
O 2.2514 3.0586 11.2089
O 2.6208 8.0535 11.0945
O 9.1421 3.5869 13.4372
O 5.1218 -3.0252 19.1679
O 9.6781 6.2697 16.4697
O 5.0908 5.2999 18.6549
O 9.377 3.6753 16.0867
O -0.5851 1.6314 14.8461
O 6.9817 -11.9583 14.5958
O 2.4182 8.6438 15.3869
O 6.301 11.2452 16.7577
O 10.9211 4.3175 11.4031
O 14.7116 -3.8933 17.0519
O 5.604 0.6005 11.0128
O 6.9818 7.7333 21.0966
O 7.7937 1.6754 14.9464
O 10.1584 14.8506 20.9769
O 1.1617 10.7099 14.415
O 2.3444 5.5635 10.7282
O 13.8495 6.2206 14.6653
O 11.8284 4.8997 15.9929
O 0.2848 8.3648 13.6887
O 4.4677 7.9253 21.7444
O 10.9712 9.1406 16.2962
O 0.5662 12.6385 12.5774
O 8.5783 3.033 10.9674
O 10.647 0.4749 20.9468
O 10.5682 4.6108 18.3471
O 8.7232 1.5669 19.3847
O 2.8512 6.5228 19.3946
O 11.2665 -8.7269 19.1448
O 6.2211 12.4381 19.6763
O 14.2778 3.9737 15.852
O 8.268 5.561 21.9169
O 4.7874 6.5184 11.4023
O 4.9417 8.1107 14.981
O -2.0716 8.4566 17.7543
O 5.1411 13.3532 14.7198
O 3.1225 -0.3358 11.2224
O 7.4268 -4.7538 17.8644
O 4.0733 1.159 21.1191
O 13.8811 1.7555 13.5286
H 1.3608 -3.0703 18.9059

Results
free energy: -56402.601 eV
free energy less fixed offsets of H -15.86, O -447.96, Si -113.29 eV per atom: 6.439 eV
gap between the highest filled and lowest empty level on this k mesh: 0.025 eV

The program warned: the cutoff lies below the one the program advises for these potential files; the gap is small beside a finite-size exchange shift; the model core charge is not resolved on the grid; the forces do not sum to zero within the program's tolerance; the exchange-correlation potential is rough where the density is thin.
